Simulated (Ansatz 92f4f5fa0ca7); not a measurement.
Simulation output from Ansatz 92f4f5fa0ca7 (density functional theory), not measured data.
Periodic cell of 442 atoms, Si288O154, from a study of silicon, its oxide and their interface. The atomic structure is a simulated model.
Doubt: the cutoff is far below the 930 eV that the study's wrapper takes by default for these files, so forces and energies are approximate.
This geometry differs little from another in the collection (a relaxation step or a small displacement).

Settings: functional PBE; potential files Ansatz PAW; basis plane waves; wave-function cutoff 580 eV; density cutoff ratio 5; exchange-correlation grid ratio 1; k mesh 1 x 1 x 1, Gamma-centred; self-consistency stop 5e-08 eV per atom in the density residual; occupations fixed; spin none; net charge 0.

Cell vectors (angstrom)
a 15.4687 0 0
b 0 15.4687 0
c 7.2768 1.9955 33.2991

Atoms and the computed forces on them: element, x, y, z (angstrom), force x, y, z (eV/angstrom)
Si 7.1072 2.3036 24.341 -0.0019 -0.0052 0.0062
Si 7.2982 5.463 24.386 0.0058 -0.0021 -0.0057
Si 7.3081 10.0244 24.3493 0.0021 -0.0049 -0.0106
Si 7.281 -2.2777 24.3895 -0.0135 0.0012 -0.0083
Si 11.0117 2.426 24.518 -0.0114 -0.0011 0.0182
Si 11.182 5.5802 24.5435 -0.001 -0.0004 0.0126
Si 11.0345 10.1951 24.3675 -0.0154 -0.0008 -0.0079
Si 11.3649 -2.1114 24.4599 0.0056 -0.0024 -0.0016
Si 14.8138 2.4884 24.3852 -0.0023 -0.0119 -0.0017
Si 15.1134 5.6559 24.5512 0.0034 0.0046 0.0131
Si 15.1378 10.1194 24.4631 0.0066 0.0075 -0.0002
Si 15.3106 -2.2102 24.5309 0.0035 -0.0167 -0.0048
Si 3.2868 2.806 24.5456 0.0106 0.0096 0.0247
Si 3.3706 5.279 24.6465 0.0053 0.0085 0.0085
Si 3.3226 9.9201 24.5282 -0.0047 -0.003 0.0062
Si 3.4028 -2.4132 24.5667 -0.0126 -0.011 -0.0083
Si 9.0519 2.0434 25.7451 0.0082 0.0171 0.0107
Si 9.1884 5.8507 25.7699 0.0101 -0.0069 0.0023
Si 9.1874 9.8032 25.7712 0.0031 0.0194 0.0067
Si 9.2802 -1.8366 25.636 -0.0018 -0.0013 0.0131
Si 12.9792 2.0593 25.7893 -0.0019 0.0218 0.0029
Si 13.1247 5.9055 25.823 -0.0052 -0.0102 0.0085
Si 13.0695 9.7549 25.5911 0.0037 0.0093 0.0182
Si 13.2727 -1.8439 25.7674 -0.0019 -0.0033 0.0156
Si 16.8237 2.047 25.6866 -0.0052 0.0071 0.0031
Si 16.9726 5.8028 25.9538 -0.0011 -0.004 0.0011
Si 16.934 9.7547 25.9368 -0.0003 0.0172 0.0027
Si 17.0692 -2.0083 26.02 -0.0033 0.0071 0.0206
Si 5.2168 2.0641 25.7327 -0.0006 0.0046 0.0029
Si 5.3749 5.7772 25.769 -0.0064 -0.0028 0.0145
Si 5.3638 9.6832 25.6949 -0.0106 0.0145 0.0219
Si 5.3834 -1.9741 25.7554 0.0012 -0.0111 0.0182
Si 9.1566 3.9409 27.1825 -0.0059 -0.0018 -0.0196
Si 9.1973 7.8248 27.0894 -0.0042 -0.0046 0.0007
Si 9.2256 11.739 27.1292 -0.004 -0.017 -0.0167
Si 9.1856 0.0737 27.0539 -0.0044 -0.0027 -0.0049
Si 13.0578 3.9653 27.2041 0.0019 -0.0051 -0.0214
Si 13.0703 7.8785 27.085 0.0052 -0.0076 -0.0008
Si 13.1281 11.6487 27.0997 0.003 0.0085 -0.0031
Si 13.1014 0.0941 27.1096 0.0046 -0.0124 0.0045
Si 16.8696 3.8579 27.2526 -0.0007 0.0025 -0.0114
Si 16.9425 7.7859 27.2088 -0.0011 -0.0083 0.0022
Si 16.9674 11.5947 27.387 -0.0022 -0.0103 -0.0154
Si 16.9562 0.0913 27.0922 -0.001 -0.0013 -0.0022
Si 5.3492 3.9059 27.2155 0.009 -0.0014 -0.0114
Si 5.3628 7.7621 27.0789 0.0055 -0.0092 -0.002
Si 5.3567 11.5904 27.1619 0.0039 0.0007 -0.0159
Si 5.309 0.0488 27.0343 0.0005 0.007 0.0055
Si 7.2648 3.9329 28.5761 -0.0037 -0.0014 0.0078
Si 7.2773 7.8065 28.4809 0.0009 -0.0016 0.0004
Si 7.296 11.6769 28.5109 0.0074 0.0022 0.0082
Si 7.2516 0.0615 28.4398 -0.0026 -0.0048 0.0013
Si 11.1097 3.9408 28.5293 -0.001 0.0032 0.0051
Si 11.1369 7.8253 28.4677 -0.0025 0.0002 0.0021
Si 11.1728 11.6869 28.4758 0.0047 0.0006 0.0044
Si 11.1313 0.0681 28.4527 0.0026 0.0016 0.0047
Si 14.9615 3.9167 28.5946 -0.002 -0.0008 0.013
Si 14.9787 7.8096 28.5128 0.0071 0.0002 -0.0011
Si 14.9725 11.6357 28.5887 0.0017 0.0012 0.0053
Si 15.0255 0.0776 28.4875 0.0014 0.0046 0.001
Si 3.39 3.8987 28.542 -0.0025 0.0018 0.0145
Si 3.4432 7.7841 28.5038 -0.0036 -0.0012 0.0035
Si 3.4753 11.6261 28.6067 0.0038 0.0007 0.0101
Si 3.4146 0.0675 28.4731 0.0026 0.0027 0.0039
Si 7.2763 1.9695 29.8766 0.0013 0.0012 -0.0009
Si 7.2755 5.8884 29.8878 -0.001 0.0012 0.0005
Si 7.2828 9.7338 29.8706 0.0017 -0.0024 -0.0021
Si 7.267 -1.8533 29.8646 -0.0014 0.0027 -0.0024
Si 11.1422 1.9885 29.8668 0.0012 -0.0028 0.0038
Si 11.1391 5.8907 29.8686 -0.0007 -0.0018 0.0017
Si 11.1431 9.7486 29.8596 -0.0006 0.0002 0.0014
Si 11.1467 -1.8563 29.8592 0.0009 0.0008 0.003
Si 15.0069 1.9735 29.9053 0.0007 -0.0011 -0.0003
Si 14.9979 5.8791 29.8941 0.0002 0.0032 -0.0004
Si 15.0027 9.7081 29.9151 0.0006 -0.0023 0.001
Si 15.003 -1.857 29.8814 -0.0018 -0.0003 -0.0032
Si 3.4193 1.9719 29.8891 0.0005 -0.0009 0.0017
Si 3.4095 5.8533 29.8798 -0.0008 0.0013 0.0006
Si 3.4279 9.6877 29.9131 -0.0001 0.0007 0.0026
Si 3.4173 13.6102 29.882 -0.0007 -0.0015 0.0016
Si 1.9336 -0.0021 3.4056 -0.0002 -0.0024 -0.0012
Si 1.9372 3.8614 3.4129 -0.0007 0.005 0.0006
Si 1.9481 7.7871 3.4281 0.0016 -0.0004 -0.0008
Si 1.9337 -3.8952 3.4354 0.0017 -0.0015 -0.0017
Si 5.7958 -0.0167 3.3916 0.0002 -0.0018 0.0015
Si 5.798 3.8627 3.4083 0.0019 0.0044 0.0063
Si 5.7995 7.7826 3.4358 -0.0015 0.0012 0.0042
Si 5.7934 -3.9316 3.4223 -0.0013 -0.0021 -0.0009
Si 9.6678 0.0158 3.3929 0.0012 0.001 -0.003
Si 9.6731 3.8723 3.4187 -0.001 0.0044 0.0009
Si 9.6604 7.7663 3.4313 0.0035 -0.0033 0.0005
Si 9.6695 -3.9085 3.4185 0.0007 -0.0017 -0.0015
Si -1.9333 -0.0015 3.3999 -0.0028 -0.0049 0.0022
Si -1.9331 3.8672 3.4223 -0.0012 -0.0009 0.0058
Si -1.9331 7.7828 3.4336 -0.0028 -0.0001 0.006
Si -1.9298 -3.9023 3.4335 0.002 -0.0033 0.0024
Si 1.9311 1.9186 4.7779 -0.0019 -0.0053 0
Si 1.9817 5.8308 4.7196 0.0043 -0.0004 -0.012
Si 1.9666 9.6832 4.902 -0.0023 0.0022 -0.0006
Si 1.9078 -1.9424 4.7469 0.0013 0.0025 -0.0127
Si 5.8094 1.9077 4.7501 -0.0012 -0.0051 0.0011
Si 5.8098 5.8268 4.7284 -0.0011 -0.0023 -0.0102
Si 5.7774 9.6699 4.9289 0.0022 0.0032 0.0021
Si 5.762 -1.9788 4.6983 -0.0064 0.0073 -0.0119
Si 9.6855 1.9312 4.7799 0.0034 -0.0053 -0.0004
Si 9.6793 5.824 4.7598 -0.0027 0.0006 -0.0067
Si 9.6329 9.666 4.8815 -0.0052 0.0027 0.001
Si 9.6649 -1.9399 4.6889 -0.0001 -0.0017 -0.0137
Si -1.9351 1.9124 4.7793 0.0028 -0.0029 0.0011
Si -1.9208 5.8354 4.7441 0.0058 0.0025 -0.0071
Si -1.9308 9.6799 4.9082 0.0046 0.0028 0.0054
Si -1.9298 -1.9446 4.7322 0.0001 0.0049 -0.0052
Si -0.0057 1.9003 6.1424 0.0018 0.0051 -0.0044
Si 0.0543 5.8609 6.0357 -0.0118 0.0171 0.0215
Si 0.0433 9.6885 6.299 -0.0027 0.008 0.0011
Si -0.0182 -1.9211 6.1109 -0.0083 -0.0057 0.009
Si 3.8858 1.8966 6.1079 0.0015 -0.0065 0.0003
Si 3.9012 5.8454 6.097 0.0018 -0.0018 0.0211
Si 3.8609 9.6909 6.4011 0.0027 0.0085 0.0003
Si 3.8449 -1.9927 6.0711 0.0114 -0.0016 0.0055
Si 7.7399 1.8993 6.1124 0.0004 0.0051 -0.0073
Si 7.7256 5.8052 6.0831 0.0039 -0.0016 0.0226
Si 7.7106 9.6765 6.3368 -0.0022 0.0048 0.0017
Si 7.7125 -1.9914 5.9782 -0.004 0.0022 0.0074
Si -3.854 1.9126 6.1615 0.0047 -0.0029 -0.007
Si -3.8468 5.8509 6.1083 0.0036 -0.0021 0.0174
Si -3.9119 9.6748 6.2817 -0.0034 0.0069 -0.0012
Si -3.882 -1.923 6.0347 0.0067 0.0085 0.0125
Si 0.0098 -0.0268 7.5454 -0.0068 -0.0096 -0.0075
Si 0.0577 3.9176 7.3346 0.0072 0.0037 -0.0101
Si 0.081 7.673 7.5805 -0.0014 -0.0239 0.0052
Si 0.0152 -3.7655 7.6046 -0.0041 0.0094 -0.0102
Si 3.8947 -0.0756 7.4138 0.0062 0.005 -0.0045
Si 3.9659 3.868 7.3699 -0.0017 0.0172 0.0007
Si 3.8694 7.6464 7.6845 -0.0059 -0.0183 -0.0055
Si 3.8167 -3.7222 7.7227 0.0014 -0.0024 -0.0044
Si 7.7389 -0.1082 7.3513 -0.0022 -0.0045 -0.0079
Si 7.7543 3.8532 7.4165 -0.0042 0.0207 -0.0012
Si 7.7085 7.6318 7.6026 0.0079 -0.0132 -0.0023
Si 7.6714 -3.7187 7.581 0.004 -0.0017 0.0085
Si -3.8708 -0.063 7.4866 -0.0028 -0.009 0.0031
Si -3.8024 3.8983 7.4327 -0.0106 0.022 -0.0028
Si -3.8684 7.7002 7.6354 0.003 -0.0172 -0.0066
Si -3.9976 -3.748 7.5122 0.0095 0.0009 -0.0014
Si 2.0045 -0.5672 8.7185 0.002 0.0033 0.0089
Si 2.0198 4.0406 8.6065 -0.007 -0.008 -0.0007
Si 1.9398 7.1568 9.0141 -0.0028 0.0048 0.0007
Si 1.8595 -3.0022 8.9547 0.0019 -0.0011 0.0071
Si 5.8429 -0.5583 8.6573 -0.0123 -0.0026 0.0104
Si 5.8476 4.0388 8.7823 0.0042 0.0053 -0.014
Si 5.8083 7.1943 8.9779 0.0031 -0.0019 0.0195
Si 5.7835 -2.9972 8.8721 0.008 -0.0058 0.0055
Si -5.8451 -0.6274 8.6603 0.0227 0.0054 0.0097
Si -5.7638 4.0709 8.6902 0.0007 -0.0006 -0.0032
Si -5.8361 7.2036 8.8991 -0.0166 -0.0137 0.0076
Si -5.8883 -3.0958 8.8406 -0.0138 -0.0092 0.0038
Si -1.9553 -0.3572 8.8654 -0.0011 0.0147 0.0042
Si -1.8268 4.2466 8.6655 -0.0003 -0.0017 0.0075
Si -1.8537 7.3673 8.8671 0.0078 -0.013 -0.0156
Si -2.0352 -3.4812 8.7586 -0.0021 -0.0114 -0.0074
Si 9.2104 1.9955 31.2504 0.0159 -0.1239 -0.0713
Si 9.2104 5.8627 31.2504 0.0227 0.1207 -0.0182
Si 9.2104 9.7299 31.2504 0.0411 0.0226 -0.1055
Si 9.2104 -1.8716 31.2504 -0.0147 0.0497 -0.2119
Si 13.0776 1.9955 31.2504 -0.1158 -0.1326 0.0484
Si 13.0776 5.8627 31.2504 -0.1442 0.061 0.0366
Si 13.0776 9.7299 31.2504 -0.1883 -0.0673 0.0766
Si 13.0776 -1.8716 31.2504 -0.0694 0.143 -0.0482
Si 1.4761 1.9955 31.2504 0.0634 -0.0784 0.047
Si 1.4761 5.8627 31.2504 -0.0165 0.0913 -0.02
Si 1.4761 9.7299 31.2504 0.0538 -0.0902 0.1011
Si 1.4761 13.597 31.2504 0.0007 0.0188 -0.0887
Si 5.3433 1.9955 31.2504 0.073 -0.1014 0.0518
Si 5.3433 5.8627 31.2504 -0.0176 0.0329 0.023
Si 5.3433 9.7299 31.2504 0.2138 -0.0788 0.128
Si 5.3433 13.597 31.2504 0.0345 0.1421 0
Si 9.2104 3.9291 32.6176 0.0077 0.0106 -0.0252
Si 9.2104 7.7963 32.6176 0.0312 0.0118 0.0162
Si 9.2104 -3.8052 32.6176 -0.0091 -0.0232 -0.0253
Si 9.2104 0.062 32.6176 0.0296 -0.0295 0.0189
Si 13.0776 3.9291 32.6176 -0.0329 0.0147 -0.0235
Si 13.0776 7.7963 32.6176 -0.077 0.0189 0.0265
Si 13.0776 -3.8052 32.6176 -0.0259 -0.0015 -0.0213
Si 13.0776 0.062 32.6176 -0.0657 -0.0217 0.0277
Si 1.4761 3.9291 32.6176 0.0079 -0.0042 -0.0074
Si 1.4761 7.7963 32.6176 0.0018 0.0447 0.0316
Si 1.4761 11.6635 32.6176 0.014 0.0061 -0.0147
Si 1.4761 0.062 32.6176 0.0001 -0.0335 0.0231
Si 5.3433 3.9291 32.6176 0.0351 0.0164 -0.0148
Si 5.3433 7.7963 32.6176 0.0339 0.0488 0.0286
Si 5.3433 11.6635 32.6176 -0.0097 -0.0228 -0.0167
Si 5.3433 0.062 32.6176 0.0249 -0.0382 0.0295
Si 0 1.9336 0.6857 -0.008 -0.0092 -0.0159
Si 0 5.8008 0.6857 -0.0089 -0.0403 0.0422
Si 0 -5.8008 0.6857 0.0046 0.0178 -0.0527
Si 0 -1.9336 0.6857 -0.0099 0.0265 0.0189
Si 3.8672 1.9336 0.6857 -0.0006 -0.0117 -0.0253
Si 3.8672 5.8008 0.6857 0.0046 -0.0236 0.0405
Si 3.8672 -5.8008 0.6857 -0.0192 0.0166 -0.0557
Si 3.8672 -1.9336 0.6857 0.0235 0.0124 0.0235
Si 7.7343 1.9336 0.6857 -0.0252 -0.0108 -0.0248
Si 7.7343 5.8008 0.6857 -0.017 -0.0225 0.0236
Si 7.7343 -5.8008 0.6857 0.0252 0.0087 -0.0604
Si 7.7343 -1.9336 0.6857 -0.0011 0.0235 0.0099
Si -3.8672 1.9336 0.6857 0.0174 -0.0009 -0.0251
Si -3.8672 5.8008 0.6857 0.0121 -0.0143 0.0369
Si -3.8672 9.6679 0.6857 0.018 0.0113 -0.0511
Si -3.8672 -1.9336 0.6857 0.0027 0.0181 0.0165
Si 0 0 2.053 0.0379 0.0248 -0.1437
Si 0 3.8672 2.053 0.0136 -0.0142 -0.0117
Si 0 7.7343 2.053 0.0435 0.2503 0.137
Si 0 -3.8672 2.053 0.0295 -0.2387 0.091
Si 3.8672 0 2.053 -0.0697 0.0232 -0.2019
Si 3.8672 3.8672 2.053 -0.0244 -0.0703 -0.1127
Si 3.8672 7.7343 2.053 0.0635 0.2514 0.0238
Si 3.8672 -3.8672 2.053 -0.0656 -0.2152 0.0332
Si 7.7343 0 2.053 -0.0146 0.0184 -0.202
Si 7.7343 3.8672 2.053 0.0291 -0.0055 -0.0265
Si 7.7343 7.7343 2.053 -0.0457 0.2196 0.0777
Si 7.7343 -3.8672 2.053 -0.0271 -0.2427 0.0416
Si -3.8672 0 2.053 0.0139 0.0255 -0.1912
Si -3.8672 3.8672 2.053 0.038 -0.0146 -0.0283
Si -3.8672 7.7343 2.053 -0.0268 0.2359 0.1257
Si -3.8672 11.6015 2.053 0.0531 -0.2429 0.0548
Si 6.2445 1.6396 10.9219 -0.0018 0.0112 -0.0236
Si 1.4895 -3.9586 12.0769 -0.0041 -0.0058 -0.0162
Si 3.9559 -1.4832 17.7448 0.009 -0.0079 0.0143
Si -4.476 0.8806 13.2778 -0.0029 0.0082 -0.0252
Si 4.0132 2.0639 13.0669 0.004 -0.0057 -0.0283
Si 13.1888 10.8913 16.1319 -0.0139 -0.0014 0.0105
Si 6.098 -3.4975 11.1763 -0.0052 -0.0073 -0.0208
Si 13.066 -0.0335 17.0383 -0.0048 0.0055 -0.0126
Si 9.1123 1.7273 15.3199 -0.0053 0.005 -0.0094
Si 2.3388 7.782 17.4612 -0.0028 0.0103 0.011
Si -5.4232 8.8556 11.5645 -0.0026 -0.0204 -0.0263
Si 11.3741 2.4319 17.0757 0.0015 0.0015 -0.0118
Si -1.3131 1.9408 10.8457 0.0017 0.0009 0.0047
Si 13.2838 6.3399 17.7364 -0.0012 0.0055 -0.0022
Si -2.3422 9.6013 10.9407 -0.0036 -0.0021 -0.025
Si 1.666 6.6341 14.528 -0.0067 -0.0051 -0.0268
Si 3.0783 -0.2146 14.9922 -0.0059 0.0056 -0.0132
Si 1.8493 1.6702 10.7845 -0.012 0.0233 -0.014
Si 0.0981 0.5562 15.5837 -0.0053 0.002 -0.0152
Si -1.8566 2.3411 13.8854 0.0078 0.0055 -0.0313
Si 9.3636 1.6515 10.8228 0.0069 0.0094 -0.0145
Si 5.5385 -3.6546 16.1735 0.0134 -0.0067 0.006
Si 2.1993 8.4904 11.9625 -0.0021 -0.0271 -0.0379
Si 9.2106 -3.6344 11.1473 0.004 0.0006 -0.0108
Si 4.1254 -2.8227 13.4666 -0.0057 0.0043 -0.009
Si -0.6802 4.8621 15.4023 -0.0039 0.0032 -0.0155
Si 6.3883 7.293 14.2879 0.0058 0.0003 -0.0223
Si 10.8155 9.4802 21.3262 -0.005 0.0058 0.0183
Si 15.3268 8.3128 19.2998 0.0087 -0.0051 0.0193
Si 16.7244 2.9434 17.0613 0.0009 0.0017 -0.0049
Si 2.3678 1.8522 21.7138 -0.0072 -0.0018 0.0101
Si -1.4309 -4.0194 13.1277 0.0004 -0.0055 -0.0292
Si 11.0258 -2.2509 16.0601 -0.0017 0 0.0036
Si 6.8204 7.7233 22.2794 -0.0104 -0.0025 0.0106
Si 3.622 7.5491 22.5054 0 0.0119 0.0139
Si 4.2236 3.2888 16.8355 0.0034 -0.0169 0.0035
Si 9.6041 7.2266 14.3375 0.0027 -0.0063 -0.0188
Si 14.7229 11.2432 18.7726 -0.0014 -0.0031 0.0141
Si 8.1855 -2.7864 17.5064 -0.0016 0.0015 0.0018
Si 12.0627 -3.6789 20.0474 -0.0023 -0.0013 0.0176
Si 5.3989 8.8459 11.7427 0.0073 -0.011 -0.0231
Si -5.4814 4.5127 15.5304 0.0044 -0.0028 -0.0174
Si 12.0858 -1.0912 21.5483 -0.003 0.0036 0.0231
Si 14.9217 7.9328 22.3805 0.0031 0.0101 0.0096
Si 12.9503 4.6949 20.3336 -0.0046 -0.011 0.0191
Si 6.821 1.9437 17.1415 -0.0031 -0.006 0.0035
Si 5.2499 8.7471 16.9342 -0.0027 0.015 -0.002
Si 11.2328 8.4802 16.7792 0.0017 0.0017 -0.0051
Si 7.4026 -0.0244 22.1897 -0.0045 -0.0056 0.0055
Si 8.22 4.7086 18.0461 -0.0028 -0.0012 -0.0004
Si 14.9149 2.4068 21.4035 -0.0003 0.0047 0.0278
Si 10.2212 1.0626 21.7521 0.0004 0.009 0.0209
Si 10.3644 3.3386 19.8414 -0.0038 -0.0022 0.0297
Si 12.1582 7.1082 21.9918 0.0035 0.0041 0.0232
Si 3.4623 6.2753 19.8708 -0.0065 0.0131 0.0274
Si 16.8094 -2.125 19.5283 0.0124 -0.0022 0.0215
Si 14.3316 -0.2476 19.8639 -0.0039 0.0059 0.0223
Si 4.4178 4.9443 14.401 -0.0069 0.0033 -0.0268
Si 1.7718 -1.2024 22.352 0.0015 -0.0091 0.0117
Si -4.0436 -2.1545 12.9885 -0.0031 0.0101 -0.0141
Si 2.914 3.4818 19.4605 0.0009 -0.0055 0.0106
Si 6.4091 7.031 19.3241 0.0071 0.0064 0.0216
Si 9.7848 10.4454 18.7977 -0.0133 0.0018 0.0059
Si 6.6559 -0.4943 19.0968 0.0023 -0.0012 0.0125
O 2.1811 2.8625 9.7364 0.0019 0.0114 0.0015
O 3.6094 -1.392 14.0152 0.0059 -0.0135 0.0045
O 15.7681 4.0834 16.4401 0.003 0.0013 0.0065
O 1.9585 5.5294 9.3265 0.0034 0.0013 0.0281
O 1.863 7.7856 10.532 0.0058 -0.0079 -0.0085
O 1.7299 -3.3147 10.5893 0.0068 0.0044 -0.0055
O 1.4012 -5.5702 11.9357 -0.0066 0.0165 0.0266
O 5.8203 2.9485 10.0242 0.0012 0.008 0.0037
O -1.5445 -4.4 14.6992 0.0045 0.0024 0.008
O -3.8546 -0.5425 12.7706 0.0007 -0.0053 0.0173
O 5.8042 8.0034 10.4107 0.001 -0.0179 -0.0235
O 3.8094 8.7142 12.0637 0.0037 0.004 0.0201
O 9.5571 0.1981 10.1034 -0.0051 -0.0148 -0.0017
O 9.2301 3.2734 14.7605 -0.0001 -0.0005 0.0101
O 9.6808 5.5995 9.344 -0.0026 0.0084 0.0239
O 14.3669 7.3201 18.4495 -0.0004 -0.0001 -0.0063
O -3.3597 1.7098 14.1662 -0.0075 -0.0092 0.0139
O -2.0005 0.5904 10.225 0.0009 -0.0242 -0.0055
O -1.6622 3.1857 9.8871 -0.0038 0.02 -0.0273
O -1.8802 5.7702 9.3279 0.0019 0.0135 0.0271
O 9.2261 4.328 19.2641 0.0027 -0.0007 -0.0055
O -1.665 8.2947 10.2341 -0.0066 -0.0063 0.0093
O -1.6511 -5.4425 12.3451 -0.0047 0.003 0.0154
O 5.1103 -2.6275 12.1689 0.0007 0.0037 0.0089
O 4.7675 4.5404 15.9485 0.0049 0.0057 0.0003
O -4.9964 1.755 12.0085 -0.0053 0.0009 0.0127
O 15.7072 -0.9445 19.3751 0.0027 -0.0041 -0.0096
O -5.8098 0.659 14.219 0.0019 -0.0046 0.0112
O 2.9884 5.7102 14.3472 0.0072 -0.0004 0.0147
O 12.0221 -3.4852 16.386 0.0053 -0.0038 0.0013
O 2.6342 -1.7517 18.6359 -0.0149 -0.002 0.0006
O 2.6778 1.9559 12.1418 -0.0075 -0.0058 0.0077
O 4.1401 3.6934 18.4072 0.0012 0.0032 -0.0027
O 14.4084 11.1014 17.1879 -0.0032 0.0003 -0.0042
O 4.4574 -2.9088 17.1362 -0.0049 0.0016 0.0038
O 14.4558 1.8471 22.8877 0.0034 0.0036 0.0099
O -0.6201 1.3939 14.3789 -0.0019 -0.0001 0.0115
O 3.115 -1.459 23.247 0.0115 0.0012 0.0051
O 1.8928 0.3058 21.7634 -0.0012 0.0034 -0.0196
O 16.0132 1.502 16.8412 0.002 -0.0007 0.0059
O 3.6255 8.7402 17.1564 0.003 -0.0014 0.0029
O 3.0678 7.4391 20.9632 0.0036 -0.0063 -0.0091
O 13.0873 6.0525 21.1988 -0.0007 0.0099 -0.0117
O 11.7925 -0.8787 16.489 -0.0009 -0.0058 0.0031
O 7.9871 7.1037 14.5402 -0.0033 0.0008 0.0145
O 9.2418 -5.1958 11.6836 -0.0059 0.0208 0.0165
O 14.9969 4.0947 24.0277 -0.0023 0.0037 -0.0141
O 9.636 2.2494 20.8063 0.0013 -0.0047 -0.013
O 14.6617 9.7802 19.4604 0.001 0.0027 -0.011
O 5.2499 2.0343 16.7281 -0.0004 0.0043 0.0051
O 9.0257 0.022 22.0991 -0.0036 -0.0018 -0.0138
O 7.6708 -1.7001 18.627 0.0006 -0.0031 -0.0066
O 8.4692 11.237 18.247 0.0085 -0.0045 0.0002
O 14.1162 3.7101 20.8626 0.0039 -0.004 -0.0132
O 7.0797 0.8804 18.336 0.0005 0.0045 -0.0097
O 14.6766 1.2835 20.262 0.0019 0.0095 -0.0074
O 11.0342 11.4985 18.8236 0.0048 -0.0016 0.0006
O -3.884 9.223 11.2373 0.0209 0.0064 0.0119
O 5.8046 -5.0772 11.474 0.0015 0.0131 0.0191
O 3.0399 8.871 23.2681 0.0016 0.0115 -0.0019
O 11.2306 6.4828 23.1655 -0.0077 -0.0124 0.0067
O 6.9377 1.3404 22.9896 0.0019 0.0196 0.0027
O 2.8695 4.8369 20.3689 0.0028 -0.0001 -0.0059
O 3.2978 2.2496 22.9806 0.0084 -0.0149 -0.02
O 11.1473 4.0055 24.0615 0.0064 0.007 -0.0185
O 15.3666 6.6055 23.2261 -0.0024 -0.0188 0.0043
O 10.9179 1.6178 23.1023 0.0067 0.001 -0.0102
O 11.745 -1.1927 23.1384 0.0015 -0.0039 0.0077
O 5.0867 6.2109 19.8011 0.001 -0.004 -0.0104
O 3.3635 11.4929 23.9856 0.0066 0.0042 -0.0171
O 13.5525 -3.3436 19.4958 -0.0002 0.0053 -0.0099
O 3.2373 2.1649 20.3675 0.0003 0.0004 -0.0049
O 15.8517 -1.3181 23.2293 -0.0146 -0.0017 0.0044
O 9.4342 8.0359 10.3022 0.0038 -0.0113 -0.0148
O 10.552 9.5046 22.9365 0.0031 -0.0006 0.0122
O 16.4972 2.7883 21.5904 -0.0046 -0.0014 -0.0077
O 7.3093 3.4149 17.654 0.0003 0.0044 -0.0009
O -2.5929 -2.9001 12.7975 0.0064 -0.0041 0.0171
O 11.1961 7.9305 20.963 0.0003 -0.0044 -0.0147
O 14.417 -0.4456 16.191 -0.0009 0 0.0138
O 7.0179 -1.3462 23.0562 0.0034 -0.016 0.0056
O 7.2362 3.8884 23.8422 -0.0013 0.0029 -0.0136
O 9.056 5.1461 16.7168 -0.004 0.0071 0.0093
O 7.4119 9.0831 22.9807 0.0003 0.0165 0.0072
O 7.3012 11.6148 23.8582 0.0044 0.0049 -0.0106
O 11.464 4.1474 20.7191 0.0065 0.0019 -0.0153
O 11.3669 0.2415 20.9437 0.0026 -0.005 -0.0158
O 11.243 2.6308 18.6748 0.0009 0.0026 0.0017
O 13.8244 5.8318 16.2853 0.0051 -0.0035 0.0074
O 10.2175 9.2036 17.8367 0.0011 0.0007 -0.0003
O 7.1328 7.6508 20.6692 -0.0046 -0.0015 -0.0078
O -4.7061 -2.3478 14.4597 0.0048 0.0004 0.0001
O 4.9956 -3.5904 14.6293 -0.0056 0.0025 -0.0007
O 13.0666 5.0561 18.7388 -0.0033 -0.0106 -0.0011
O 11.2176 -3.6798 23.965 -0.0058 0.0015 -0.0121
O 15.5062 9.2791 23.0885 -0.0052 0.0137 0.0031
O 1.7478 -2.2571 21.1059 -0.0001 0.0003 -0.014
O 0.0612 -3.4437 12.7248 -0.0039 -0.0006 0.0241
O 16.6974 8.5112 18.4173 -0.004 0.0006 -0.0036
O -2.19 -4.5596 9.9868 -0.0054 0.0085 0.0054
O 15.1216 -3.7636 23.9862 -0.0029 -0.0007 -0.0185
O 2.7159 2.9133 16.3176 -0.0073 0.0025 0.0034
O 12.0812 10.4756 21.0151 0.001 0.0028 -0.0151
O 5.2255 7.7364 22.5273 0.0088 -0.0033 -0.0117
O 3.5962 -0.458 16.5224 -0.0015 0.011 -0.0027
O 1.666 7.6829 13.2776 0.0008 0.0008 0.0171
O -1.6014 3.8298 14.5194 -0.0015 -0.0017 0.0158
O 5.9576 0.2572 10.1028 0.0044 -0.0129 -0.0058
O 7.5844 1.4333 15.7801 0.0008 -0.0021 0.0061
O 2.232 0.1949 10.1924 0.0002 -0.0106 0.005
O 3.2348 6.135 23.2224 -0.0027 -0.0111 -0.0035
O 13.2769 -0.317 18.6228 0.0012 -0.0003 -0.0009
O 7.0211 -2.9677 16.3596 0.0012 -0.0001 0.0071
O 6.0063 8.2329 18.2907 0.0023 -0.0039 -0.0058
O 16.1727 -3.5291 18.9958 -0.0038 0.0007 -0.0077
O 5.6934 10.2714 16.6344 -0.0004 -0.0082 0.0036
O 11.3353 3.8614 16.2465 0.0094 0.0008 0.0111
O 5.8243 5.5827 9.3984 -0.0025 0.0043 0.0214
O 2.7698 -3.6331 13.0395 -0.0052 -0.0033 0.0099
O -1.9773 -1.9379 9.388 -0.0013 -0.0008 0.0184
O 3.7298 1.1511 14.3848 0.004 0.0113 0.0056
O 5.6453 5.8879 13.8763 -0.0008 -0.0012 0.019
O 13.2971 8.1274 22.578 -0.005 -0.0007 -0.0128
O 12.7457 1.5733 16.8365 0.0035 -0.0054 0.0093
O 1.7045 7.3343 16.0197 -0.0022 -0.0037 0.0051
O 5.1135 -0.8608 18.7094 0.0005 0.001 -0.0034
O -5.5469 7.9333 12.9002 0.0016 0.0007 0.0195
O 6.2278 8.3333 13.0445 -0.0045 0.0041 0.0155
O 9.5656 9.9135 20.3467 0.0088 -0.0043 -0.0054
O 7.6777 -3.1177 11.5011 0.0066 -0.0052 0.0128
O 9.688 2.9154 9.8549 -0.0036 0.0173 -0.0026
O -1.8894 2.3974 12.2736 0.0103 -0.0023 0.0102
O 13.6714 -0.9729 21.1805 -0.004 -0.0022 -0.0087
O 11.4652 -2.4091 20.8447 0.0017 0.0034 -0.0118
O 10.0393 1.5904 16.6586 0.001 -0.0014 0.0043
O -5.2096 5.7129 14.454 -0.0047 0.0047 0.0151
O 2.8565 6.5211 18.369 0.0061 -0.009 -0.0015
O 7.4289 6.4042 23.0325 0.0017 -0.0153 0.0089
O 0.2624 1.6744 11.069 0.0157 -0.0001 0.0069
O 5.6666 7.8282 15.6514 0.0009 -0.0057 0.003
O 15.484 7.78 20.8467 0.003 0.0015 -0.0131
O 12.486 9.4248 16.3067 0.003 0.0032 0.0044
O 11.8775 7.1405 17.4704 0.0003 -0.0016 -0.0005
O 6.7468 -0.2015 20.7056 0.005 0.0005 0.0059
O -5.1661 8.1339 15.4908 0.002 0.0015 0.0129
O 1.5074 3.253 18.6419 -0.0036 0.0007 -0.0055
O -5.1181 -2.7567 11.9249 -0.0068 -0.0077 0.0055
O 1.4277 -0.1861 14.991 -0.0063 -0.0005 0.0086
O 0.2808 5.7607 14.4227 0.0034 -0.0014 0.0132
O 7.8187 1.754 11.3521 -0.0008 -0.0018 0.0163
O 4.2899 3.6125 13.4824 0.0021 0.0036 0.0221
O 5.3419 1.5646 12.2699 -0.0065 0.0019 0.0258
O 7.3687 5.9895 18.5361 -0.0008 -0.0015 -0.0064
O 9.5733 -2.2966 16.7968 0.0066 -0.0012 0.0043

Results
free energy: -270674.978 eV
free energy less fixed offsets of O -568.88, Si -635.61 eV per atom: -11.778 eV

The program warned: the cutoff lies below the one the program advises for these potential files; the exchange-correlation potential is rough where the density is thin.
